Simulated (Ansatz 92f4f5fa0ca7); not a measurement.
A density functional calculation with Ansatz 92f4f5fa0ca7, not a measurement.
Periodic cell of 223 atoms, Si131O90P2, from a study of silicon, its oxide and their interface. The atomic structure is a simulated model.
Doubt: the cutoff is far below the 930 eV that the study's wrapper takes by default for these files, so forces and energies are approximate.
This geometry differs little from another in the collection (a relaxation step or a small displacement).

Settings
functional: PBE
potential files: Ansatz PAW
basis: plane waves
wave-function cutoff: 580 eV
density cutoff ratio: 5
exchange-correlation grid ratio: 1
k mesh: 1 x 1 x 1, Gamma-centred
self-consistency stop: 5e-08 eV per atom in the density residual
occupations: fixed
spin: none
net charge: 0

Cell vectors (angstrom)
a 10.938 0 0
b 0 10.938 0
c 0 0 32.1988

Atoms and the computed forces on them: element, x, y, z (angstrom), force x, y, z (eV/angstrom)
Si 10.5842 0.2125 24.8686 -0.0051 0.0074 -0.0081
Si 5.7344 10.6654 24.748 -0.0047 -0.0046 0.0173
Si 2.4739 2.904 24.6487 -0.0047 0.0036 0.0096
Si 8.4203 2.4525 24.8286 0.0015 0.0003 0.0176
Si 0.27 5.1554 24.7606 -0.0044 -0.0002 0.0154
Si 5.146 5.7345 24.6985 -0.0016 0.0049 0.0141
Si 2.9292 7.9943 24.604 -0.0006 0.0055 0.0069
Si 7.9357 8.4204 24.7329 -0.0099 0.0022 0.0085
Si 1.3257 1.3711 26.0419 -0.0054 -0.0027 0.0002
Si 6.8405 1.301 26.1204 0.002 -0.0012 -0.0057
Si 4.0381 4.0949 25.9961 -0.0009 0 -0.002
Si 9.6003 4.0519 26.0868 -0.0003 -0.0037 -0.005
Si 1.3919 6.8185 26.0026 0.0018 -0.006 -0.0054
Si 6.7646 6.84 26.0289 -0.005 -0.0007 0.0002
Si 4.0963 9.5255 26.0016 0.0039 -0.0042 -0.0022
Si 9.4626 9.5571 26.1458 0.0009 0.0013 -0.0021
Si 2.7274 -0.0147 27.3521 0.002 0.0011 0.0139
Si 8.1607 -0.0247 27.5503 0.0071 0.0063 -0.031
Si 0.0061 2.7125 27.4871 -0.0038 -0.0037 -0.0254
Si 5.4405 2.7379 27.3677 -0.0022 0.0029 0.0134
Si 2.7235 5.4618 27.4302 -0.0023 -0.0038 -0.0084
Si 8.1849 5.4654 27.3616 -0.0012 0.0043 0.012
Si -0.0062 8.1773 27.3749 -0.0017 0.0032 0.0132
Si 5.4365 8.1921 27.4482 0.0062 0.0055 -0.0167
Si 4.0822 1.3626 28.7485 -0.0072 0.0025 -0.0124
Si 9.5715 1.3532 28.8375 0.0063 0.0014 0.0273
Si 1.3597 4.1076 28.8089 0.0042 0.0117 0.0201
Si 6.8272 4.0951 28.7488 -0.002 0.0043 -0.0152
Si 4.09 6.8168 28.8028 -0.0009 -0.0026 0.0144
Si 9.5583 6.8233 28.7551 -0.0069 -0.0046 -0.0103
Si 1.3663 9.5567 28.745 0.0013 0.0045 -0.0161
Si 6.7874 9.5477 28.8444 -0.0267 -0.0165 0.031
Si 0.0163 -0.0193 30.1534 -0.0023 -0.0061 0.0005
Si 5.4427 0.0141 30.1591 0.0087 0.0002 -0.0032
Si 2.7347 2.7336 30.1456 0.005 -0.0047 -0.0004
Si 8.1939 2.7418 30.1503 -0.0028 0.0017 -0.0012
Si -0.0116 5.4753 30.1505 0.001 -0.0008 -0.004
Si 5.476 5.4597 30.1469 -0.001 -0.0037 -0.0005
Si 2.7265 8.2049 30.144 -0.0002 -0.0037 -0.0006
Si 8.2035 8.1912 30.1521 0.0103 0.0022 -0.0021
Si 1.3673 1.3673 31.515 0.0713 -0.0259 0.0167
Si 6.8362 1.3673 31.515 -0.0406 0.0869 -0.0216
Si 4.1018 4.1018 31.515 0.0549 -0.082 0.0027
Si 9.5708 4.1018 31.515 -0.0467 0.067 0.0018
Si 1.3673 6.8362 31.515 -0.0825 0.0587 -0.0533
Si 6.8362 6.8362 31.515 0.0737 -0.0758 0.0385
Si 4.1018 9.5708 31.515 -0.141 0.0378 0.0051
Si 9.5708 9.5708 31.515 0.065 -0.0614 0.0217
Si 2.7345 0 0.6835 0.1884 0.01 0.0054
Si 8.2035 0 0.6835 -0.0708 0.1046 -0.0648
Si 0 2.7345 0.6835 -0.024 0.05 -0.0185
Si 5.469 2.7345 0.6835 0.0884 -0.0158 -0.0037
Si 2.7345 5.469 0.6835 -0.0238 0.1836 -0.0542
Si 8.2035 5.469 0.6835 0.074 0.037 0.0072
Si 0 8.2035 0.6835 0.1248 -0.1068 -0.052
Si 5.469 8.2035 0.6835 -0.0658 0.0118 0.0372
Si 4.1279 1.3633 2.0561 -0.002 0.0086 0.0241
Si 9.5629 1.3801 2.0446 -0.0062 0.0077 0.0025
Si 1.3668 4.1226 2.0412 0.011 0.0001 0.0159
Si 6.8302 4.1209 2.046 -0.0177 0.0009 0.0006
Si 4.1043 6.8373 2.0661 -0.0061 0.0023 0.0028
Si 9.5765 6.8472 2.0484 0.0065 -0.0105 0.0128
Si 1.4107 9.5406 2.0339 -0.0086 -0.0164 0.0089
Si 6.8202 9.5945 2.0444 0.0143 0.0076 0.0109
Si 0.0469 -0.0038 3.3202 -0.0312 0.0023 -0.0176
Si 5.5054 0.0277 3.4769 0.0137 -0.0178 0.0139
Si 2.7993 2.8004 3.369 0.0126 0.0227 -0.0244
Si 8.2092 2.7857 3.4157 0.0355 -0.0433 0.0418
Si 0.0313 5.5118 3.4275 0.0202 0.0052 0.0045
Si 5.496 5.4975 3.4292 -0.0087 0.0056 -0.0087
Si 2.8001 8.2391 3.47 0.0293 0.0016 0.0201
Si 8.206 8.242 3.3752 -0.0239 0.0048 -0.0134
Si 1.4186 1.3879 4.6059 -0.0096 0.0321 0.0517
Si 6.9192 1.3989 4.8339 -0.0235 0.045 -0.0461
Si 4.1779 4.099 4.8182 -0.0198 -0.016 0.009
Si 9.5722 4.1607 4.7775 0.0163 -0.0273 -0.0142
Si 1.4239 6.8584 4.813 0.0214 -0.0337 -0.0269
Si 6.8254 6.9308 4.7629 0.0158 -0.0128 -0.0217
Si 4.1855 9.5917 4.9016 -0.0147 0.0177 -0.0175
Si 9.5942 9.6275 4.6806 0.0745 -0.0647 -0.062
Si 2.7374 0.1128 6.0826 0.0158 -0.0024 -0.0081
P 8.2701 -0.0233 6.0053 -0.0742 0.0314 0.0522
Si 0.0318 2.6868 5.9742 0.0106 -0.0174 -0.0227
Si 5.4959 2.705 6.3058 0.0075 0.0282 0.0327
Si 2.8236 5.5049 6.1929 0.001 -0.0068 -0.0016
Si 8.1544 5.5345 6.1074 -0.007 0.0095 0.0032
Si -0.0173 8.219 6.1023 0.0079 0.0385 0.0018
Si 5.6135 8.2734 6.3021 0.0022 -0.0013 0.0245
Si 3.8001 1.5913 7.6218 -0.013 0.013 -0.0147
Si 9.7773 1.1304 7.267 0.0341 0.0418 0.0313
Si 1.5928 3.8176 7.2886 0.0282 -0.0343 0.0009
Si 6.6216 4.4287 7.5144 0.0205 -0.0384 -0.0255
Si 4.4238 6.6918 7.5457 -0.0183 -0.0319 -0.0207
Si 9.315 7.0945 7.4216 -0.0498 -0.0212 0.1094
Si 1.0957 9.9161 7.2739 -0.016 -0.0133 0.0496
P 7.0549 9.3453 8.0373 0.0162 -0.0551 0.0609
O 8.3824 8.4055 7.8082 -0.0368 0.0253 0.021
O 2.6955 2.7811 7.9758 -0.0317 0.0182 0.0012
O 9.5216 1.3425 24.2739 0.0054 -0.0083 -0.0085
O 4.0485 6.8544 24.1321 0.002 -0.0042 -0.0059
O -0.0797 0.016 7.8379 -0.017 -0.0064 -0.0527
O 5.4974 5.5255 8.0555 -0.0209 -0.0008 0.0251
O 6.8469 9.5576 24.2037 0.0049 -0.0041 -0.0096
O 1.3663 4.0496 24.175 0.0027 -0.0044 -0.0076
O 3.8413 7.4774 8.9003 -0.0222 0.001 -0.0009
O 0.6132 4.3902 8.4747 -0.0009 0.0368 0.0099
O 9.7677 6.3582 8.8476 0.0255 -0.0141 -0.0207
O 1.9424 9.3904 8.5786 0.0121 -0.0343 0.0076
O 7.4401 3.9016 8.8528 -0.0016 -0.0348 0.0217
O 4.2087 0.9007 9.082 0.0067 -0.0113 0.0103
O 6.6601 8.6997 9.5147 0.031 0.1371 0.0598
O 9.033 1.7827 8.5753 -0.0323 0.0038 0.0358
O 7.6963 3.1273 23.5214 -0.0033 -0.0011 -0.0061
O 10.488 5.8235 23.4506 -0.0029 0.0017 -0.0095
O 5.0825 0.4158 23.4107 -0.0027 0.003 -0.0073
O 5.8425 5.0629 23.3694 -0.0006 -0.0037 -0.009
O 3.0941 2.1892 23.2855 0.0001 -0.002 -0.006
O 2.288 8.7001 23.2349 -0.0034 0.0012 -0.0073
O 8.6057 7.7314 23.3916 0.0016 -0.0011 -0.0027
O 0.2251 10.3218 23.5921 0.003 -0.0064 0.0019
Si 4.3744 1.5451 22.4793 0.0001 -0.0008 0.0095
Si 3.4248 7.8539 14.1487 0.0024 -0.0217 -0.0122
Si 7.1013 0.9248 14.6602 -0.0089 0.0005 -0.0005
Si 0.9344 9.3311 22.5334 -0.0015 0.0033 0.0148
Si 1.1294 4.2266 11.84 -0.0001 0.0086 -0.0112
Si 6.2403 8.9229 15.3437 -0.0033 -0.0027 -0.0011
Si 0.6636 1.2852 12.3267 -0.0012 -0.0048 -0.0047
Si 8.6101 4.9173 20.5278 -0.0037 -0.0027 0.0082
Si 0.2531 5.7184 9.3308 -0.0262 -0.025 -0.0249
Si 5.0795 3.0636 17.9526 -0.0028 -0.0014 0.0051
Si 0.8621 3.6818 16.7534 -0.0021 0.0005 0.0014
Si 10.3655 2.7945 19.2384 -0.0024 -0.0015 0.008
Si 5.2382 1.092 10.3595 0.007 -0.0027 -0.0286
Si 0.8676 0.1381 19.859 -0.0008 -0.0008 0.0098
Si 6.5645 9.2438 11.0706 -0.0255 -0.1044 -0.1493
Si 9.2971 9.6329 18.3723 -0.0013 -0.0029 0.0062
Si 9.3451 9.1227 12.6332 0.0058 -0.0094 -0.009
Si 6.552 3.8181 22.5971 -0.0008 0.0007 0.0109
Si 2.391 8.0574 9.382 -0.0048 0.0172 -0.022
Si 10.5652 7.3084 17.18 -0.0018 -0.0027 0.0039
Si 2.457 6.2668 16.71 -0.0032 0.0009 0.0009
Si 10.1665 4.4184 14.175 0.0016 -0.0031 -0.0036
Si 6.1154 9.1432 18.5457 -0.0038 -0.0023 0.0056
Si 7.9129 2.4932 9.5231 -0.0082 -0.0065 -0.0509
Si 8.8708 2.0609 12.4286 -0.0034 0.001 -0.0042
Si 5.3379 6.1908 18.103 -0.0005 -0.0017 0.0054
Si 3.8989 0.5126 19.4916 -0.0026 -0.0023 0.005
Si 4.2016 3.7202 12.0872 -0.0029 0.0021 -0.0106
Si 5.4561 6.4288 12.4056 0.001 -0.0033 -0.0201
Si 7.9952 2.4428 17.2143 -0.0022 0.0002 0.0043
Si 4.308 2.3986 15.0022 0.0044 -0.006 -0.0054
Si 1.5359 1.1366 15.2855 -0.0004 -0.0006 -0.0008
Si 1.534 9.321 12.0823 -0.0058 -0.0013 -0.0156
Si 8.0179 6.7493 13.9385 -0.0118 0.0029 -0.0104
Si 10.3514 9.7556 15.5452 -0.0023 -0.0054 0.0019
Si 9.7973 6.9892 22.5564 0.0023 -0.0023 0.0101
Si 8.0932 5.4279 17.4311 -0.0029 -0.0008 0.0037
O 5.9056 7.8931 11.7642 0.0261 0.065 -0.043
O 6.0109 9.1659 16.9257 -0.0002 -0.0024 -0.0031
O 7.6524 1.3117 13.1785 -0.0044 -0.0013 0.0059
O 0.9278 1.6961 13.8835 -0.0043 -0.005 0.0031
O 9.4357 6.1754 16.9267 -0.0013 -0.0011 -0.0005
O 6.7103 5.9897 13.3487 -0.0057 0.0043 0.0049
O 5.1449 4.5964 18.6246 -0.0025 -0.0015 -0.0006
O 9.1937 2.0936 18.29 -0.0029 -0.0019 -0.0012
O 2.3452 0.0617 19.0874 -0.003 -0.0011 -0.0003
O 9.3692 10.1668 16.8066 -0.0008 -0.0015 -0.0012
O 2.7398 4.321 11.6491 0.0051 -0.0058 0.0113
O 5.0312 10.2696 19.1314 -0.0023 -0.0006 -0.0013
O 9.3905 3.2063 13.4363 -0.0026 -0.0041 0.0037
O 0.4289 1.7233 19.97 -0.002 -0.002 -0.0019
O 3.1609 1.217 15.1169 -0.0029 0.0021 0.0022
O 8.1317 5.3329 19.0436 -0.0018 -0.0015 -0.0027
O 3.8687 6.5374 17.4792 -0.0059 -0.0027 -0.0035
O 4.5014 3.2183 16.4148 -0.0023 -0.0026 -0.0024
O 9.084 5.6108 14.378 -0.0032 -0.0013 0.0073
O 5.4359 2.7315 22.137 -0.0026 -0.0011 -0.0035
O 10.667 4.0235 15.6574 -0.0024 -0.0015 0.0006
O 0.2928 3.8081 18.2773 -0.0021 -0.0019 -0.001
O 10.4116 10.4654 19.2343 -0.0042 -0.0035 -0.0023
O 9.5944 9.8883 14.0927 -0.0013 -0.0042 -0.0005
O 10.8951 8.1002 22.1006 -0.0023 -0.0007 -0.0043
O 1.2226 2.1075 16.5511 -0.0011 -0.0035 -0.0006
O 9.705 3.7052 20.4256 -0.0018 -0.0013 -0.0024
O 8.1157 3.9788 16.7 -0.0024 -0.0021 0.0005
O -0.0819 8.9991 11.9705 -0.005 -0.0042 0.0112
O 6.5543 2.3379 17.9745 -0.0017 -0.0023 -0.0006
O 5.5537 10.5815 11.1237 0.0172 -0.0329 0.005
O 7.7119 9.5764 18.8949 -0.0012 -0.0019 -0.0013
O 10.018 0.9122 12.1327 -0.0037 -0.001 0.0071
O 1.3554 6.8635 9.0517 0.0124 0.0092 0.008
O 0.5974 4.7083 13.3131 -0.0057 -0.005 0.0048
O 5.7078 7.5742 19.0102 -0.0023 -0.002 -0.0013
O 5.1939 4.973 11.6489 -0.0063 -0.0044 0.0158
O 2.5942 7.0529 15.2964 0.0058 0.0052 -0.0049
O 0.8473 2.6514 11.4622 -0.0042 -0.0073 0.0109
O 0.8134 10.6318 15.5723 -0.0027 -0.0017 0.0004
O 2.3616 8.4996 10.9425 0.0014 -0.0035 -0.0112
O 4.6646 2.3111 11.3296 0.0055 -0.0141 0.0008
O 4.0975 3.4019 13.7114 0.0004 -0.0099 0.0106
O 2.1487 4.6667 16.5324 -0.0016 -0.0005 0.0011
O 10.7169 8.1859 15.8023 -0.0028 0.0018 0.0022
O 6.8595 10.2637 14.6781 -0.0018 -0.002 0.0026
O 2.3252 8.8696 13.4536 0.0029 -0.0088 0.0081
O 8.043 1.4735 15.8923 -0.0033 -0.0048 0
O 4.0143 6.7329 13.1163 -0.0053 0.018 0.0255
O 4.1651 1.9661 18.7597 -0.0018 -0.0018 -0.0012
O 7.272 4.398 21.2762 -0.0014 0.0009 -0.0048
O 8.4718 2.7763 11.0231 -0.0013 -0.0066 0.0049
O 1.1426 6.8125 17.5382 -0.0032 -0.0037 -0.0017
O 5.6646 1.6022 14.764 -0.0084 0.0059 0.004
O 8.0625 9.665 11.697 -0.002 -0.0054 -0.0022
O 9.2032 6.2523 21.2399 -0.0021 -0.0013 -0.0028
O 8.8809 7.5852 12.857 -0.004 -0.001 0.0106
O 1.6228 0.0264 11.9087 -0.0013 0.0001 0.0088
O 6.6319 6.1042 17.0788 -0.0023 -0.0022 0.0006
O 7.3924 7.7789 15.0639 -0.0009 -0.0053 0.0042
O 1.2082 10.265 21.235 -0.0035 -0.0014 -0.0009
O 9.9428 8.1357 18.4307 -0.0012 -0.0008 -0.0018
O 3.9231 0.8097 21.1034 -0.0017 -0.0015 -0.0027
O 0.2871 5.243 10.8762 0.0034 -0.0017 -0.0143
O 6.6466 1.4948 9.6545 0.0075 0.0314 0.0135
O 4.7488 8.6356 14.7229 -0.0077 -0.0042 0.0074

Results
free energy: -135974.529 eV
free energy less fixed offsets of O -568.88, P -755.39, Si -635.61 eV per atom: 0.361 eV

The program warned: the cutoff lies below the one the program advises for these potential files; the forces do not sum to zero within the program's tolerance; the exchange-correlation potential is rough where the density is thin.
